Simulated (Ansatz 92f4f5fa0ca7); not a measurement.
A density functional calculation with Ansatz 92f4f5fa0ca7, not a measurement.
Periodic cell of 186 atoms, Si104O82, from a study of silicon, its oxide and their interface. The atomic structure is a simulated model.

Settings
functional: r2SCAN
potential files: Ansatz norm-conserving
basis: plane waves
wave-function cutoff: 1300 eV
density cutoff ratio: 4
exchange-correlation grid ratio: 1
k mesh: 2 x 2 x 1, shifted by 0.5 0.5 0.5 of a step
self-consistency stop: 5e-08 eV per atom in the density residual
occupations: Fermi-Dirac, 0.05 eV
spin: none
net charge: 0

Cell vectors (angstrom)
a  11.5403  0  0
b  0  11.5403  0
c  -0.7511  1.1107  24.6291

Atoms and the computed forces on them: element, x, y, z (angstrom), force x, y, z (eV/angstrom)
Si  0.0448  0.9757  0.8896  -0.0757  -0.1941  -0.4894
Si  0.0458  6.4151  1.0695  0.0766  0.0613  -0.5941
Si  0.0261  9.4672  1.4861  0.2456  -0.0052  -0.74
Si  4.0659  0.8822  0.7058  0.1585  -0.3477  -0.6521
Si  4.0212  6.3766  0.9838  -0.2074  0.2863  -0.5466
Si  3.899  9.4663  1.6832  -0.1903  -0.1034  -0.8573
Si  8.0673  1.4078  0.912  0.3477  -0.1675  -0.395
Si  8.0991  5.9059  1.1624  -0.0509  -0.2228  -0.6459
Si  7.5195  9.8822  1.2727  -0.1938  -0.0368  -0.1952
Si  2.1067  1.6395  1.9816  -0.1538  -0.1622  -0.0851
Si  2.0631  5.7533  2.2032  -0.0915  0.1177  -0.0977
Si  1.9203  9.5151  2.8421  -0.0445  0.0185  -0.2334
Si  5.9377  1.728  2.053  0.1311  -0.0488  -0.1967
Si  5.9626  5.7226  2.2485  0.1527  0.1392  -0.2453
Si  5.8598  9.5984  2.8856  0.1857  0.0208  -0.3254
Si  9.8462  1.7258  2.3829  0.0074  0.0546  -0.2463
Si  9.8614  5.8354  2.613  0.1354  0.0062  -0.0904
Si  9.5388  9.4789  2.6028  -0.1801  0.0031  -0.4466
Si  2.0713  3.6576  3.4458  0.0385  0.0422  -0.1037
Si  2.0472  7.4651  3.8793  0.0822  -0.1978  0.2345
Si  2.055  11.606  3.8097  0.0319  0.1066  0.2634
Si  5.9008  3.6818  3.5101  -0.0211  -0.1452  0.0215
Si  5.9777  7.5007  3.831  0.0786  -0.1934  0.2817
Si  5.937  11.6669  3.8563  -0.0293  0.4084  0.3182
Si  9.8472  3.7166  3.6886  -0.1233  -0.2419  -0.0659
Si  9.6912  7.6365  3.9941  0.0265  0.0151  0.1627
Si  9.6996  11.4799  3.8626  -0.1671  0.1379  0.2913
Si  0.218  3.6766  5.0226  -0.0299  0.0969  0.0011
Si  0.1242  7.5638  5.2101  -0.0999  -0.1376  -0.1484
Si  0.12  11.5838  5.1708  0.0123  0.0597  -0.1537
Si  3.9809  3.6755  4.9427  0.0379  0.0336  0.0141
Si  4.0381  7.5149  5.1558  -0.1058  -0.1343  -0.0249
Si  3.9927  11.5875  5.1872  0.0098  0.0694  -0.0091
Si  7.832  3.6555  5.0024  0.0343  0.0798  -0.0445
Si  7.7872  7.5434  5.2959  0.0654  -0.1508  -0.0861
Si  7.8117  11.6119  5.2745  0.0772  -0.1509  -0.1911
Si  0.1305  1.9202  6.6306  -0.0747  -0.0605  0.0625
Si  0.0742  5.5708  6.4247  0.0165  -0.0161  0.2592
Si  0.1553  9.5812  6.3387  0.2366  0.0316  0.1492
Si  3.9361  1.9265  6.6165  -0.0038  0.0152  -0.0751
Si  4.03  5.5385  6.432  -0.0389  -0.0777  0.0165
Si  4.0684  9.5357  6.3765  0.1144  0.2078  -0.0324
Si  7.8292  1.9432  6.7089  -0.0195  0.0384  0.1129
Si  7.8361  5.513  6.465  -0.0875  0.0267  0.0752
Si  7.772  9.5793  6.4309  -0.1625  0.1301  0.1771
Si  2.0208  1.926  8.0679  0.0683  0.0269  0.0887
Si  2.0299  5.6003  7.6896  -0.0495  -0.1093  -0.2991
Si  2.1011  9.5887  7.5974  -0.1184  0.1308  -0.3599
Si  5.8274  1.8852  8.0634  0.0049  -0.1415  0.0982
Si  5.9618  5.4864  7.858  -0.0581  -0.0862  -0.0923
Si  5.9253  9.4929  7.8641  0.2038  0.0319  0.0087
Si  9.7995  2.0045  8.1398  -0.0516  0.1123  0.0611
Si  9.7061  5.5635  7.8957  0.1382  -0.3647  -0.1208
Si  9.7586  9.6355  7.6278  -0.052  0.1885  -0.301
Si  1.9232  3.9937  9.3749  -0.1164  0.0648  0.1818
Si  2.1596  7.6258  8.7699  -0.0823  -0.0457  0.1377
Si  2.0639  11.3064  9.142  0.0346  -0.1039  0.1048
Si  5.8744  3.7816  9.5148  -0.1132  0.1088  0.0564
Si  6.0331  7.4401  9.1178  0.1803  0.1243  0.1456
Si  5.8873  11.3753  9.3367  -0.0965  -0.0451  0.1461
Si  9.7389  3.9512  9.7461  0.0712  0.0543  0.1189
Si  9.7695  7.6864  8.8153  -0.0751  0.0388  0.2035
Si  9.8029  11.3926  9.1733  -0.0082  -0.0781  0.2865
Si  11.7449  4.8289  11.0049  0.1472  0.4  0.2606
Si  11.7472  7.7968  9.9687  0.0999  0.1602  1.0053
Si  11.7097  10.8083  10.464  0.0847  -0.456  0.7296
Si  3.8384  4.4041  10.6052  0.0033  0.3505  0.2565
Si  3.9781  7.493  10.189  0.0167  -0.0234  0.8871
Si  3.8995  10.6014  10.4425  0.0337  -0.1403  0.4425
Si  7.6977  3.7091  11.0928  -0.1118  -0.1005  0.3851
Si  8.0552  7.8981  10.3723  -0.0659  0.0406  0.3822
Si  7.9178  10.9917  10.5403  -0.0989  -0.2768  0.2722
Si  6.883  5.2834  13.704  -0.1115  -0.0254  0.3505
Si  3.4389  13.7302  19.5288  0.0104  0.0196  -0.1528
Si  8.9733  7.2398  13.346  -0.0069  0.2839  0.2251
Si  2.1385  6.3931  16.0427  0.1411  0.1026  0.0537
Si  11.4705  5.3762  14.0555  0.1021  0.064  0.2422
Si  9.2514  6.9941  17.3956  0.0233  0.1805  0.0905
Si  13.6767  4.9347  18.7677  -0.0046  -0.0346  -0.0053
Si  6.2985  4.14  16.3338  -0.0969  -0.1553  0.2724
Si  3.5763  11.5155  13.3532  0.1006  -0.3046  0.356
Si  12.7231  10.9186  15.0963  0.0708  -0.2518  0.2154
Si  8.5546  12.8081  12.8901  -0.1785  -0.1388  0.1881
Si  8.0767  11.4732  15.6391  -0.0051  -0.2396  0.3662
Si  8.7511  3.2608  20.3207  -0.0721  0.0555  -0.1365
Si  11.6073  12.7258  13.0152  0.0356  -0.1676  0.1801
Si  3.2363  11.3781  17.371  -0.0991  0.0711  0.0701
Si  10.1305  4.2527  16.4234  -0.0358  -0.1846  -0.009
Si  3.8209  8.6211  17.0128  -0.126  -0.0852  -0.0346
Si  5.2253  10.5672  15.3923  0.1226  0  -0.0745
Si  7.1507  8.1682  23.1823  0.0582  -0.0976  -0.3593
Si  10.8348  5.207  19.0965  0.033  0.0037  0.1112
Si  4.11  4.7786  14.661  -0.0507  0.0863  0.3324
Si  4.5205  6.1225  20.3386  -0.0039  -0.1266  0.0038
Si  6.2587  6.843  18.0791  0.0271  -0.0194  0.0609
Si  10.1756  9.2329  15.3359  0.1803  0.0957  0.1299
Si  8.2454  13.7383  17.5017  -0.0901  -0.1298  0.0871
Si  9.1935  3.2415  23.1851  -0.1305  -0.0614  -0.1116
Si  2.7264  14.2955  13.0532  0.0155  0.1593  0.3167
Si  4.2728  1.638  22.358  0.2126  -0.064  -0.2523
Si  5.4203  10.3125  23.0925  0.0702  0.0652  -0.2588
Si  5.722  3.4765  20.7394  0.0702  0.0821  -0.0185
Si  9.0691  6.1894  23.6127  -0.0547  0.0918  -0.0869
Si  4.2727  7.6308  22.8499  0.0771  0.0806  -0.3282
O  5.9277  6.5936  19.656  -0.2461  0.0102  -0.0655
O  3.2238  1.7429  21.0947  0.2826  0.0972  0.0847
O  10.4903  2.7388  24.0324  -0.0536  -0.1464  0.383
O  3.9083  8.0282  0.8546  0.2316  -0.2146  0.4218
O  6.7908  9.5963  22.4554  -0.3042  -0.2772  0.5156
O  9.3804  4.8218  22.8427  -0.0784  -0.0754  0.097
O  7.824  3.0525  24.0514  -0.0871  -0.1792  0.3747
O  3.3407  6.9876  24.0186  0.1873  0.2538  0.5718
O  10.1012  13.3331  12.9187  0.0272  -0.1307  -0.0522
O  4.2101  9.2535  22.8746  0.223  -0.1936  0.2264
O  8.0129  12.5436  14.4083  0.1662  -0.0269  -0.3374
O  7.5687  9.4059  10.7651  0.514  0.0442  -0.1833
O  3.9004  10.7674  0.6549  0.1885  0.3362  0.3895
O  9.1026  2.5053  21.7212  -0.0542  0.3447  0.2905
O  8.4573  7.3678  22.623  -0.0587  -0.2121  0.5031
O  8.0582  11.3153  0.6939  -0.318  0.1635  0.1727
O  4.8783  0.1337  22.4471  -0.0756  0.005  0.3077
O  4.9748  14.307  19.4609  -0.1503  0.021  0.2554
O  2.4093  7.8367  16.756  0.1848  -0.1813  -0.0594
O  11.7652  9.5996  15.2186  -0.1517  0.2051  -0.0949
O  12.3577  5.3764  19.6382  -0.0637  -0.075  -0.2874
O  2.8061  15.5412  14.0981  0.1199  -0.1447  -0.3564
O  12.7667  13.8115  12.6539  -0.0329  -0.1184  0.0138
O  7.5531  6.7446  14.0066  0.1465  -0.1855  -0.2223
O  9.4942  8.6422  13.9813  -0.0467  -0.2751  -0.0301
O  12.0096  4.7254  12.6629  -0.1461  -0.0817  -0.6405
O  0.944  6.3478  14.9258  -0.1318  -0.2737  -0.1215
O  5.2542  5.2504  13.5957  0.0921  -0.1313  0.0679
O  3.5921  3.2508  11.7741  0.0549  0.4023  0.1042
O  3.434  13.0583  13.818  -0.1429  0.105  -0.3463
O  9.9486  8.1904  16.559  -0.1017  -0.1042  -0.1238
O  10.1381  6.1764  13.648  -0.0658  -0.0096  -0.0318
O  5.049  7.7968  17.6281  0.0257  -0.0541  0.0163
O  10.1824  6.6507  18.6928  0.0026  -0.3161  -0.1945
O  4.7925  3.8257  15.7996  0.1381  0.3172  -0.263
O  7.4768  4.8513  12.2614  0.1194  -0.2661  -0.2468
O  3.8303  7.1531  21.3707  0.1971  0.009  0.2124
O  3.4619  9.8816  17.9908  0.0747  0.0289  -0.4108
O  9.2143  5.6224  16.4917  0.1942  -0.0847  0.1143
O  11.764  6.4803  10.9485  -0.1949  -0.455  -0.2141
O  3.1998  12.469  18.5486  0.0723  0.0834  0.0449
O  6.815  10.4491  15.635  -0.052  0.2459  -0.1119
O  8.7309  7.3307  11.7542  -0.2136  0.0299  -0.2752
O  5.8211  10.4926  24.647  0.1293  0.0631  -0.0291
O  6.212  5.477  17.2298  0.0468  0.0038  -0.0903
O  9.2902  14.419  16.4693  -0.0153  0.2211  0.1368
O  8.3537  11.4225  12.0714  -0.0558  0.2515  -0.2571
O  7.6876  13.8764  12.0274  0.1308  0.4305  -0.3187
O  3.9394  8.9934  10.9749  -0.002  0.2623  -0.6148
O  11.0006  4.2559  17.7852  -0.1621  0.2506  -0.0337
O  8.0511  12.2036  17.0827  0.0045  0.186  -0.2693
O  9.4446  10.6356  15.6214  -0.1262  -0.0104  -0.177
O  11.7276  11.53  11.9335  -0.0296  0.1522  -0.1685
O  4.8668  4.782  21.1731  0.0466  0.0363  -0.269
O  5.6225  2.4912  22.0144  -0.3277  0.0023  -0.0623
O  4.4349  9.1705  15.6062  0.003  0.2121  0.2598
O  7.2449  3.8802  20.403  0.0709  -0.211  0.0832
O  2.4139  14.8985  19.0537  0.1242  0.1557  0.06
O  1.9073  5.2577  17.1841  -0.0007  0.1517  0.0198
O  3.5512  6.1481  15.2913  -0.0695  -0.2798  -0.0008
O  5.0271  10.986  13.8396  -0.3119  0.0861  0.1339
O  4.3146  1.1299  -0.9335  -0.0086  -0.067  0.6556
O  11.7353  9.1867  10.8993  -0.085  0.2273  -0.8937
O  7.2251  4.3178  14.9889  -0.1827  0.2459  -0.2733
O  13.9321  10.6183  14.0361  0.0536  0.3604  -0.0706
O  13.3722  11.3604  16.5279  0.1783  -0.1021  -0.2173
O  7.8969  5.8368  24.7239  -0.0384  0.5121  0.2293
O  11.03  4.1862  15.082  -0.0501  0.3138  -0.0725
O  3.5367  11.5026  11.7556  0.0813  -0.2023  0.0992
O  7.4048  8.3749  24.8065  -0.001  -0.3856  0.1855
O  3.8128  6.0548  11.0861  0.128  -0.4757  -0.6257
O  0.1329  8.0312  0.616  -0.1848  -0.2224  0.6666
O  -0.3317  5.5835  -0.315  -0.243  0.2409  0.3357
O  11.8502  12.1624  14.5229  -0.0375  0.1061  -0.4916
O  5.8376  7.1908  23.0649  -0.0612  0.3721  0.0312
O  8.754  13.7903  19.0431  -0.033  0.2804  0.0551
O  0.0704  -0.6757  0.5662  -0.0008  0.343  0.5738
O  6.8312  2.9611  17.2869  0.218  0.1493  -0.2022
O  9.8273  4.4569  20.1121  -0.0032  -0.1024  -0.165
O  4.5138  11.6712  16.3817  -0.0747  -0.3148  -0.1085
O  7.7571  7.4519  17.8673  -0.0472  -0.2633  -0.0726
O  3.4176  5.8237  19.1949  0.0446  -0.0945  0.1204

Results
free energy: -50300.422 eV
free energy less fixed offsets of O -463.61, Si -117.95 eV per atom: -17.602 eV
pressure: -1.50 GPa
stress xx, yy, zz, yz, xz, xy (GPa, positive in tension): 1.2, 1.38, 1.9, 0.05, -0.12, 0.46
